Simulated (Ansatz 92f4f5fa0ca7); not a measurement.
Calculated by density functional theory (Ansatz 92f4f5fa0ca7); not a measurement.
Periodic cell of 270 atoms, Si156O102As12, from a study of silicon, its oxide and their interface. The atomic structure is a simulated model.

Settings
functional: PBE
potential files: Ansatz PAW
basis: plane waves
wave-function cutoff: 700 eV
density cutoff ratio: 5
exchange-correlation grid ratio: 1
k mesh: 2 x 2 x 1, shifted by 0.5 0.5 0.5 of a step
self-consistency stop: 5e-08 eV per atom in the density residual
occupations: fixed
spin: none
net charge: 0

Cell vectors (angstrom)
a	11.6015	0	0
b	0	13.3963	0
c	0	0	31.4036

Atoms: element, x, y, z (angstrom)
As	11.5536	0.1284	24.4365
As	3.8257	0.0652	24.3798
Si	7.7243	0.1635	24.5898
Si	1.7292	3.4629	24.7195
As	5.747	3.4459	24.4203
As	9.5787	3.4343	24.4702
Si	11.4479	6.7823	24.7969
Si	3.8919	6.8121	24.7414
As	7.6833	6.7294	24.4602
Si	1.8173	10.1288	24.6283
As	5.7585	10.1132	24.3944
Si	9.5714	10.13	24.7522
Si	11.4539	2.2838	25.5673
Si	3.7958	2.3001	25.3849
Si	7.6511	2.3605	25.4883
Si	1.8865	5.701	25.4729
Si	5.7916	5.6183	25.5292
Si	9.5521	5.6057	25.577
Si	11.5231	9.0206	25.5507
Si	3.8275	9.0719	25.4517
Si	7.6261	8.9655	25.5028
Si	1.8848	12.396	25.4295
Si	5.7665	12.349	25.3992
Si	9.6435	12.4014	25.4685
Si	11.5389	2.2575	27.9036
Si	3.8058	2.2772	27.7807
Si	7.6785	2.2654	27.8495
Si	1.9042	5.6418	27.849
Si	5.7722	5.6086	27.8784
Si	9.6161	5.604	27.9115
Si	11.5583	8.9779	27.8989
Si	3.8264	8.9908	27.8288
Si	7.6795	8.9617	27.8584
Si	1.9097	12.3136	27.8103
Si	5.7828	12.3315	27.7936
Si	9.6372	12.3226	27.8423
Si	1.9002	1.1436	28.6254
Si	5.7394	1.1547	28.6191
Si	9.6112	1.1427	28.6569
Si	11.5805	4.503	28.6455
Si	3.8275	4.4909	28.63
Si	7.6938	4.4813	28.6697
Si	1.9048	7.8652	28.6443
Si	5.7512	7.848	28.6418
Si	9.6245	7.848	28.6494
Si	11.5775	11.2131	28.6409
Si	3.8545	11.2121	28.6239
Si	7.7037	11.1997	28.6245
Si	1.9336	1.1164	31.0087
Si	5.8008	1.1164	31.0087
Si	9.6679	1.1164	31.0087
Si	0	4.4654	31.0087
Si	3.8672	4.4654	31.0087
Si	7.7343	4.4654	31.0087
Si	1.9336	7.8145	31.0087
Si	5.8008	7.8145	31.0087
Si	9.6679	7.8145	31.0087
Si	0	11.1635	31.0087
Si	3.8672	11.1635	31.0087
Si	7.7343	11.1635	31.0087
Si	0	0	0.3944
Si	3.8672	0	0.3944
Si	7.7343	0	0.3944
Si	1.9336	3.3491	0.3944
Si	5.8008	3.3491	0.3944
Si	9.6679	3.3491	0.3944
Si	0	6.6981	0.3944
Si	3.8672	6.6981	0.3944
Si	7.7343	6.6981	0.3944
Si	1.9336	10.0472	0.3944
Si	5.8008	10.0472	0.3944
Si	9.6679	10.0472	0.3944
Si	11.6427	-0.0142	2.7604
Si	3.9002	-0.0151	2.7715
Si	7.7702	-0.0169	2.7542
Si	1.9751	3.3278	2.7674
Si	5.8389	3.3285	2.7534
Si	9.7208	3.3326	2.7446
Si	11.6438	6.6941	2.7775
Si	3.8973	6.6637	2.7559
Si	7.7696	6.6846	2.7605
Si	1.9663	10.0319	2.7805
Si	5.8367	10.0294	2.771
Si	9.7391	10.0248	2.777
Si	11.6469	2.209	3.5577
Si	3.9157	2.2161	3.5541
Si	7.7926	2.22	3.5205
Si	1.9684	5.5568	3.5627
Si	5.8419	5.5557	3.5375
Si	9.7098	5.5608	3.526
Si	11.6695	8.9013	3.6491
Si	3.8993	8.8843	3.5382
Si	7.7966	8.9206	3.5321
Si	1.9699	12.2703	3.5718
Si	5.8441	12.2699	3.5482
Si	9.7119	12.2626	3.545
Si	11.6398	2.2005	5.92
Si	3.9673	2.2414	5.9206
Si	7.8797	2.2269	5.8693
Si	1.9809	5.4819	5.9284
Si	5.8938	5.5029	5.8915
Si	9.7322	5.5143	5.8738
Si	11.732	8.9105	6.0743
Si	3.9362	8.8053	5.904
Si	7.8629	8.9499	5.8872
Si	1.9721	12.2527	5.947
Si	5.9148	12.2533	5.9112
Si	9.745	12.2679	5.897
Si	2.021	1.129	6.7394
Si	5.9531	1.1304	6.6906
As	9.741	1.0821	6.9635
As	11.6291	4.3967	6.9411
As	3.9507	4.4362	6.9591
As	7.8274	4.4102	6.9338
Si	2.0716	7.6641	6.8984
Si	5.9458	7.7746	6.6361
Si	9.7608	7.7447	6.7316
As	11.6478	11.1833	7.0056
Si	3.9523	11.0604	6.6096
As	7.8398	11.1526	6.9399
O	9.7162	7.5401	8.3903
O	6.1185	1.2491	8.3508
O	2.2946	7.4828	8.5625
O	2.0559	1.196	8.404
O	3.9604	10.8637	8.2633
O	5.9908	7.7912	8.295
O	7.877	0.3687	22.9286
O	1.6446	10.0086	22.974
O	11.1417	6.8438	23.168
O	1.2017	3.6356	23.1361
O	9.5513	10.0564	23.0919
O	4.0701	6.9277	23.0844
Si	9.4558	8.1535	9.8751
Si	3.5959	1.6622	14.4833
Si	5.2904	3.5156	12.8724
Si	10.5573	10.6133	13.684
Si	5.348	0.7495	16.9017
Si	10.2881	2.2665	14.9328
Si	1.1152	4.0996	10.9389
Si	9.0128	13.0212	14.2242
Si	3.2457	11.9229	13.9957
Si	9.5531	6.3438	12.4853
Si	8.0149	2.474	16.8818
Si	6.3592	8.3133	9.7835
Si	5.1741	5.8815	14.6437
Si	2.0754	6.949	10.104
Si	3.3767	4.4302	17.8257
Si	11.3528	6.8915	21.5617
Si	3.8689	6.2523	21.6272
Si	1.0455	9.8444	21.4594
Si	7.5777	1.5656	12.1442
Si	3.0635	11.3871	19.5628
Si	1.3112	3.4798	15.6219
Si	4.8958	0.2805	20.1159
Si	5.2441	11.1505	17.1946
Si	3.1586	7.3523	19.0796
Si	4.9017	6.2412	11.614
Si	2.8809	7.6273	14.7135
Si	4.7545	11.0453	9.6675
Si	8.8533	7.9528	20.0508
Si	7.9261	13.3126	21.3583
Si	2.1682	11.8741	11.1887
Si	9.5295	8.6561	17.1062
Si	0.2925	9.5058	11.0316
Si	9.695	10.5933	21.5628
Si	1.022	11.4889	16.0547
Si	0.9956	0.0835	18.3489
Si	5.1553	9.7155	14.53
Si	9.5031	0.6282	18.8611
Si	8.3294	11.6035	17.0685
Si	2.7226	2.2611	19.7535
Si	9.9311	3.4092	12.0468
Si	5.6481	0.5731	9.7581
Si	6.2992	5.1173	17.1176
Si	2.5223	1.3159	9.9608
Si	8.2124	8.4894	14.3659
Si	0.9196	5.6981	13.5199
Si	1.0942	8.747	17.1335
Si	5.9712	6.9294	19.6395
Si	1.5725	4.2757	21.6823
O	9.6894	7.008	11.0052
O	5.294	6.0431	20.8497
O	10.5259	9.3629	10.1427
O	11.0367	6.2899	13.185
O	11.132	8.2783	16.9921
O	4.0542	10.8972	18.3133
O	1.5695	3.0081	20.6482
O	8.4697	7.1918	13.3828
O	6.8701	1.3141	16.6864
O	2.0135	2.7862	10.5162
O	6.7609	2.8406	12.7495
O	2.1563	11.6717	12.8026
O	9.7926	11.9874	13.2094
O	9.0706	4.7931	12.269
O	1.952	1.3939	18.5858
O	7.2559	7.6748	20.3166
O	4.9982	4.5774	11.6284
O	8.9639	2.198	11.5321
O	1.7919	12.3	19.1281
O	4.1527	1.1603	10.1042
O	2.9376	7.2267	20.697
O	6.6981	0.9178	10.9473
O	0.9311	4.9156	14.9413
O	10.1678	0.6435	14.7927
O	9.0461	7.8875	18.4444
O	6.5528	6.0024	18.4453
O	1.0542	10.3691	17.2371
O	11.4716	9.8222	12.5873
O	5.519	9.6774	10.1153
O	1.9435	6.9722	13.5536
O	6.0448	7.0494	10.7755
O	1.1837	8.1223	10.8647
O	8.8763	0.8151	20.3678
O	11.3148	10.8312	21.2679
O	1.8614	0.0366	10.7664
O	3.8982	8.7493	14.1119
O	8.8434	2.7603	15.5046
O	9.1641	9.459	20.5422
O	8.3357	12.2166	15.5168
O	4.2423	2.2949	13.1078
O	4.7474	7.8493	18.9704
O	0.5165	8.3046	21.1955
O	3.8081	6.4392	15.3625
O	6.3991	6.0363	15.7364
O	5.0737	12.6004	16.4296
O	3.477	6.7325	10.9507
O	6.3731	13.5	20.8099
O	7.9303	8.7193	9.9532
O	7.3668	3.909	17.2482
O	4.1385	12.258	20.4353
O	2.2	2.4674	14.7051
O	6.8363	11.1773	17.6411
O	0.8158	12.9534	16.7882
O	-0.0909	2.6868	15.9343
O	3.8117	1.4059	20.6604
O	4.4058	1.678	15.9263
O	1.0898	10.8421	10.5158
O	3.6636	11.4039	10.7947
O	9.3222	9.6168	14.0167
O	1.9657	8.2496	18.4273
O	8.6656	11.8433	21.3253
O	1.8876	8.2578	15.8128
O	3.1098	4.8266	21.8111
O	3.6268	3.4073	19.0527
O	10.5803	2.9669	13.4862
O	8.5904	8.0552	15.9019
O	11.4611	11.0539	14.9837
O	1.4968	4.6084	12.4445
O	2.4899	11.4314	15.3514
O	7.9084	0.4555	13.3214
O	9.0737	1.9661	18.0204
O	5.1067	9.9156	16.1471
O	5.1597	4.3025	14.2903
O	0.5646	5.4925	21.1947
O	4.6999	11.1424	13.8211
O	5.2397	6.6374	13.1819
O	11.1328	3.6538	10.9563
O	8.9051	12.7054	18.1126
O	5.7356	12.3442	9.5681
O	2.9878	5.8932	18.3908
O	1.3494	5.4562	10.0148
O	2.1339	3.868	16.9565
O	9.2969	10.2823	17.1539
O	2.3176	10.2286	20.4665
O	11.1246	0.4489	18.9536
O	4.8003	4.4816	17.055
O	3.4405	0.1221	14.044
O	6.6677	9.107	14.1778
O	5.0703	0.6962	18.5231
O	9.892	6.9067	20.7933

Results
free energy: -215483.314 eV
free energy less fixed offsets of As -4857.07, O -569.03, Si -635.61 eV per atom: -2.254 eV

Forces (eV/angstrom), in the order of the atoms: element, x, y, z
As	0.0051	-0.0257	-0.005
As	-0.0168	-0.0075	-0.0021
Si	0.0003	-0.0113	-0.1194
Si	-0.0452	-0.0046	-0.0833
As	0.0346	-0.0195	0.0024
As	-0.0036	-0.0166	0.0268
Si	-0.0399	-0.0155	-0.0865
Si	0.0169	0	-0.0996
As	-0.015	-0.0176	0.0774
Si	-0.0336	-0.0194	-0.0956
As	0.0113	-0.031	0.0613
Si	0.0081	-0.0176	-0.0877
Si	-0.026	-0.0114	-0.0305
Si	-0.0201	0.0115	-0.0023
Si	0.0126	0.0446	-0.0005
Si	-0.0046	0.0226	0.0189
Si	0.0592	-0.0003	-0.0159
Si	-0.069	-0.0024	-0.013
Si	-0.0115	0.0196	-0.0024
Si	0.0437	0.0202	-0.0001
Si	-0.0374	-0.0156	-0.0147
Si	-0.0047	0.0254	-0.0031
Si	0.0029	0.0028	-0.0032
Si	0.0017	0.0179	-0.0139
Si	0.0282	0.0168	-0.0218
Si	-0.0151	0.0091	-0.0181
Si	0.0074	-0.005	0.0107
Si	-0.0024	0.0132	-0.0251
Si	-0.019	0.0044	-0.0074
Si	0.0107	0.008	-0.0068
Si	0.0039	0.0135	-0.0194
Si	-0.0109	0.008	-0.0052
Si	0.0269	0.008	0.0007
Si	-0.0062	-0.0103	-0.0001
Si	0.0238	-0.003	-0.0249
Si	-0.0363	0.0105	-0.0223
Si	0.0231	-0.0087	0.0301
Si	0.0315	-0.0066	0.0047
Si	-0.0426	-0.0004	-0.016
Si	-0.0193	0.0025	-0.0036
Si	0.0208	-0.0065	0.014
Si	-0.0025	-0.0087	-0.0308
Si	0.0407	-0.0098	0.0094
Si	-0.0039	-0.0058	-0.0099
Si	-0.0385	-0.0059	0.0046
Si	0.0389	0.0112	-0.0096
Si	-0.0327	0.0079	0.0015
Si	-0.0096	0.0066	0.0295
Si	-0.0103	0.0202	-0.1079
Si	-0.1212	0.0513	-0.1526
Si	-0.1141	0.0208	0.1096
Si	-0.004	0.0499	0.0512
Si	-0.078	0.0076	-0.0965
Si	-0.0846	-0.0128	0.2179
Si	-0.0145	0.0596	0.0266
Si	-0.0978	0.0653	0.0124
Si	-0.0746	0.0745	0.069
Si	-0.0443	0.1151	-0.0232
Si	0.0059	0.1064	-0.0971
Si	-0.0697	0.0936	-0.0658
Si	0.0692	-0.0445	-0.012
Si	0.0422	-0.0248	0.084
Si	0.0828	-0.0368	-0.0601
Si	0.0637	-0.0156	0.042
Si	0.0584	-0.0334	-0.0518
Si	0.0816	-0.0372	-0.1277
Si	0.0739	0.0292	0.0961
Si	0.0388	-0.0693	-0.0497
Si	0.0535	-0.024	-0.0293
Si	-0.0063	-0.0516	0.1047
Si	0.0292	-0.0466	0.0544
Si	0.1815	-0.0787	0.0888
Si	-0.0384	0.0045	-0.0018
Si	-0.001	0.0023	-0.0308
Si	0.0357	0.0021	0.0107
Si	-0.0368	0.0067	-0.0104
Si	0.0325	-0.0015	0.0056
Si	0.0053	0.0019	0.0241
Si	0.0018	0.0043	-0.025
Si	-0.0024	-0.0023	-0.0111
Si	-0.0034	-0.0058	-0.0119
Si	-0.0039	0.0042	-0.0105
Si	0.0025	-0.0011	0.0052
Si	0.0115	-0.0005	-0.0061
Si	0.0143	-0.0036	0.0071
Si	-0.0028	-0.0215	0.0259
Si	-0.0209	-0.0077	0.009
Si	-0.0008	0.0041	0.0102
Si	0.0044	-0.0012	0.0064
Si	0.0012	0.0043	-0.0006
Si	0.0037	-0.0111	0.0272
Si	-0.0133	-0.0135	0.0173
Si	-0.0013	-0.0073	0.0077
Si	0.023	-0.019	0.0204
Si	-0.0161	-0.0088	0.016
Si	0.0022	0.0176	-0.006
Si	-0.0382	-0.0133	-0.0065
Si	0.0029	0.0186	-0.0098
Si	0.0461	-0.0057	-0.002
Si	-0.0021	-0.0318	0.0169
Si	-0.0021	-0.0182	0.0211
Si	0.0102	-0.0213	0.0135
Si	0.0021	0.0211	-0.0485
Si	-0.0188	0.0212	-0.0081
Si	0.0164	0.0085	-0.0017
Si	-0.0114	-0.0064	0.0136
Si	-0.0022	-0.0212	0.0202
Si	0.0145	-0.0107	0.0159
Si	-0.0145	-0.0152	0.0906
Si	0.0201	-0.0003	0.085
As	-0.0103	0.0207	-0.047
As	-0.0098	-0.0025	0.0431
As	0.0073	-0.0092	0.0218
As	0.0153	-0.0034	0.0588
Si	0.0148	0.0159	0.0676
Si	0.0208	0.015	0.057
Si	-0.0337	0.0104	0.0627
As	-0.0433	-0.001	-0.0113
Si	0.0242	-0.0211	0.1045
As	0.0439	0.0056	0.0068
O	-0.0002	0.0006	-0.0144
O	-0.0433	-0.0278	-0.0074
O	-0.0223	-0.0036	-0.0332
O	0.025	-0.0088	-0.0076
O	0.0152	-0.0045	0.009
O	-0.0017	0.0009	-0.0151
O	-0.0125	0.002	0.016
O	-0.0081	0.0162	0.0156
O	0.0495	0.0202	-0.0289
O	0.0683	0.0368	-0.0217
O	0.0267	0.0241	-0.0005
O	-0.0301	-0.0048	0.0017
Si	-0.0002	0.0119	0.0138
Si	-0.0016	-0.0018	-0.0013
Si	0.0001	-0.0032	0
Si	-0.0003	0.0016	0.0008
Si	-0.0004	0.0005	-0.0016
Si	0.002	-0.0005	0.0032
Si	-0.0001	-0.0043	-0.0025
Si	-0.0016	-0.0016	-0.0005
Si	0.0006	-0.0011	0.0011
Si	-0.0048	-0.0038	0.003
Si	0.0015	0.0008	0
Si	0.0046	0.0046	0.018
Si	0.0032	0.0003	0.0056
Si	-0.0061	-0.0162	0.0288
Si	0.0007	-0.0049	0
Si	0.0054	-0.0045	0.0001
Si	-0.0058	-0.0062	0.0003
Si	0.0033	0.0026	-0.0136
Si	0.0027	-0.0021	0.0044
Si	0.0008	-0.0059	0.004
Si	-0.0042	-0.0019	0.0039
Si	-0.0054	0.0018	0.0086
Si	-0.0035	-0.0041	-0.002
Si	-0.0015	0.0022	0.0006
Si	0.0042	-0.0085	0.0052
Si	-0.0008	-0.001	0.0004
Si	0.0022	0.0041	0.0011
Si	-0.0053	-0.0047	-0.004
Si	-0.0082	-0.0012	-0.0086
Si	-0.0069	-0.0031	0.0037
Si	0.001	-0.0067	-0.0027
Si	-0.0072	0.0077	0.0039
Si	0.0026	0.0063	-0.0131
Si	-0.0022	0.0019	0.003
Si	0.0015	0.0022	-0.0043
Si	0.0001	0.0005	-0.0004
Si	0.0017	0.0041	-0.0004
Si	0.0004	-0.001	-0.0025
Si	0.0007	-0.0021	0.0052
Si	-0.0009	-0.002	-0.0026
Si	-0.0046	-0.0071	0.0089
Si	0.0034	-0.0011	-0.0009
Si	0.0025	0.0029	0.0113
Si	-0.0034	-0.0054	0.0018
Si	0.0009	-0.0014	0.0049
Si	-0.0013	-0.0023	0.0025
Si	0.0011	-0.0011	-0.001
Si	0.0062	-0.0064	0.0026
O	-0.0077	0.0137	0.0031
O	-0.0192	0.0264	-0.0098
O	0.0075	-0.0357	0.0147
O	-0.0036	-0.0084	-0.0075
O	-0.0038	0.0114	-0.0044
O	0.0011	0.0011	-0.0154
O	0.0206	0.0095	-0.0024
O	0.02	0.0074	-0.0025
O	0.003	0.0087	0.0104
O	-0.0129	-0.0073	-0.0054
O	-0.0135	-0.0111	-0.0101
O	0.0049	0.0061	-0.008
O	-0.0051	0.0085	0.0253
O	0.0303	-0.0022	-0.003
O	0.0022	0.0016	0.0174
O	0.0099	-0.0095	-0.0067
O	0.0029	0.0069	0.0258
O	-0.0054	0.007	0.0223
O	0.0082	0.0108	-0.0042
O	-0.0043	-0.0096	-0.0116
O	0.0187	-0.0195	-0.0094
O	-0.0022	0.0096	0.0001
O	-0.0014	-0.0044	-0.0168
O	-0.0217	0.0064	-0.0106
O	0.0036	0.0114	0.014
O	-0.0229	0.0065	0.0004
O	-0.0006	-0.0075	-0.0255
O	-0.009	-0.0017	-0.0122
O	-0.0041	-0.004	-0.0229
O	-0.0025	-0.0202	0.0187
O	-0.005	0.0151	-0.0154
O	0.0035	0.0019	-0.0264
O	-0.0046	-0.014	-0.0194
O	-0.0062	-0.0357	0.0198
O	0.0182	-0.0083	-0.0092
O	-0.0045	-0.0186	0.0202
O	0.0192	-0.0186	0.0112
O	0.0115	-0.0158	0.014
O	0.0192	0.002	0.0052
O	0.0047	0.0028	-0.005
O	-0.0031	-0.0326	0.0125
O	-0.0088	0.01	0.0135
O	0.0058	0.0121	-0.0274
O	-0.0223	-0.0149	0.0147
O	0.0025	-0.0067	0.0171
O	-0.0119	-0.0002	-0.0161
O	0.0131	0.0022	-0.0062
O	0.0044	-0.0286	-0.0072
O	-0.0129	-0.0157	-0.0066
O	-0.0132	0.007	-0.0101
O	0.0082	0.0059	0.0139
O	0.0138	0.0013	-0.012
O	0.0057	-0.0231	0.0133
O	-0.001	0.0073	-0.0278
O	-0.009	-0.001	-0.0208
O	-0.0037	-0.0136	-0.0082
O	0.0152	-0.0058	0.0208
O	-0.0084	0.0015	-0.0188
O	-0.0045	-0.0049	0.0023
O	-0.0003	-0.0088	-0.0085
O	0.0039	-0.0009	0.0149
O	0.0053	0.0001	0.0044
O	-0.0149	0.0249	-0.0223
O	-0.0271	-0.0011	-0.0043
O	-0.0187	-0.0063	-0.0048
O	0.0111	0.0156	-0.0036
O	0.0074	-0.0047	-0.0056
O	-0.0169	0.0056	-0.0078
O	-0.0112	0.0057	-0.0116
O	0.0201	0.0119	-0.0074
O	-0.0152	-0.0188	-0.0116
O	-0.0003	0.0173	-0.0245
O	0.0062	0.0144	-0.0182
O	0.002	-0.0048	0.0147
O	-0.0218	0.0008	0.0143
O	-0.0124	-0.0104	0.0013
O	0.0064	0.0031	0.0244
O	-0.0015	0.009	-0.0057
O	-0.0186	-0.0002	-0.0009
O	0.0171	-0.0038	0.0022
O	0.0102	0.0154	0.0124
O	0.0078	-0.0007	-0.0075
O	-0.0146	-0.0068	-0.01
O	-0.0075	-0.0025	0.0191
O	-0.0075	-0.0084	-0.0128
O	0.0071	0.0168	0.0139
O	-0.0033	-0.0133	0.0104
O	0.0083	-0.0022	0.0108
O	0.0076	-0.0006	0.0042
O	0.013	0.0235	0.0036

The program warned: the cutoff lies below the one the program advises for these potential files; the exchange-correlation potential is rough where the density is thin.
